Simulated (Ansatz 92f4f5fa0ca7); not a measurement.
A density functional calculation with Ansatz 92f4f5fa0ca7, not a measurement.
Periodic cell of 220 atoms, Si132O88, from a study of silicon, its oxide and their interface. The atomic structure is a simulated model.

Settings
functional: PBE
potential files: Ansatz PAW
basis: plane waves
wave-function cutoff: 700 eV
density cutoff ratio: 5
exchange-correlation grid ratio: 1
k mesh: 2 x 2 x 1, shifted by 0.5 0.5 0.5 of a step
self-consistency stop: 5e-08 eV per atom in the density residual
occupations: fixed
spin: none
net charge: 0

Cell vectors (angstrom)
a	10.938	0	0
b	0	10.938	0
c	0	0	32.3636

Atoms: element, x, y, z (angstrom)
Si	-0.5789	0.3076	24.9263
Si	5.8418	-0.4724	24.8827
Si	1.9785	2.7141	24.5424
Si	8.1273	2.5539	24.7525
Si	0.1868	5.3056	24.9645
Si	5.2432	5.9848	24.8522
Si	2.8227	7.9902	25.0602
Si	7.5602	8.6624	24.9593
Si	1.102	1.3726	26.2277
Si	6.7514	1.2942	26.1906
Si	4.247	4.1437	26.0201
Si	9.3784	4.1602	26.0829
Si	1.361	6.7549	26.3852
Si	6.7083	7.0001	26.3607
Si	4.0517	9.6338	26.2024
Si	9.3776	9.5467	26.187
Si	2.6552	0.0727	27.5306
Si	8.1603	0.0236	27.6128
Si	-0.1402	2.8395	27.5685
Si	5.4626	2.7487	27.5306
Si	2.8112	5.3836	27.5781
Si	8.1356	5.5335	27.5566
Si	-0.0556	8.2321	27.5606
Si	5.3503	8.3184	27.6781
Si	4.1018	1.3673	28.9454
Si	9.5708	1.3673	28.9454
Si	1.3673	4.1018	28.9454
Si	6.8362	4.1018	28.9454
Si	4.1018	6.8362	28.9454
Si	9.5708	6.8362	28.9454
Si	1.3673	9.5708	28.9454
Si	6.8362	9.5708	28.9454
Si	0	0	30.3126
Si	5.469	0	30.3126
Si	2.7345	2.7345	30.3126
Si	8.2035	2.7345	30.3126
Si	0	5.469	30.3126
Si	5.469	5.469	30.3126
Si	2.7345	8.2035	30.3126
Si	8.2035	8.2035	30.3126
Si	1.3673	1.3673	31.6799
Si	6.8362	1.3673	31.6799
Si	4.1018	4.1018	31.6799
Si	9.5708	4.1018	31.6799
Si	1.3673	6.8362	31.6799
Si	6.8362	6.8362	31.6799
Si	4.1018	9.5708	31.6799
Si	9.5708	9.5708	31.6799
Si	2.7345	0	0.6835
Si	8.2035	0	0.6835
Si	0	2.7345	0.6835
Si	5.469	2.7345	0.6835
Si	2.7345	5.469	0.6835
Si	8.2035	5.469	0.6835
Si	0	8.2035	0.6835
Si	5.469	8.2035	0.6835
Si	4.1018	1.3673	2.0507
Si	9.5708	1.3673	2.0507
Si	1.3673	4.1018	2.0507
Si	6.8362	4.1018	2.0507
Si	4.1018	6.8362	2.0507
Si	9.5708	6.8362	2.0507
Si	1.3673	9.5708	2.0507
Si	6.8362	9.5708	2.0507
Si	0	0	3.418
Si	5.469	0	3.418
Si	2.7345	2.7345	3.418
Si	8.2035	2.7345	3.418
Si	0	5.469	3.418
Si	5.469	5.469	3.418
Si	2.7345	8.2035	3.418
Si	8.2035	8.2035	3.418
Si	1.4536	1.2625	4.727
Si	6.892	1.3001	4.8094
Si	4.1543	4.0965	4.7613
Si	9.7568	3.8752	4.8963
Si	1.4646	6.7541	4.7849
Si	6.7477	6.9536	4.6916
Si	4.1929	9.5116	4.7962
Si	9.6304	9.5278	4.7845
Si	2.8255	-0.0541	6.0616
Si	8.2144	-0.1452	6.2149
Si	0.2767	2.5462	6.256
Si	5.5859	2.7919	6.0946
Si	2.9021	5.4756	6.2189
Si	8.6292	5.0879	6.5693
Si	0.0903	8.1183	6.0768
Si	5.5528	8.1986	6.2634
Si	3.996	1.5808	7.2599
Si	10.4441	1.0535	7.9762
Si	1.8342	3.7933	7.4551
Si	6.708	4.1993	7.6676
Si	4.5048	6.5962	7.6088
Si	9.7589	6.8796	7.6384
Si	1.4086	9.538	7.3649
Si	7.3711	9.0673	7.5728
O	3.5343	3.1247	24.8948
O	7.8605	7.9479	23.466
O	2.9644	2.6797	7.973
O	7.8762	6.0899	5.4919
O	5.6613	5.4507	8.0719
O	0.3623	-0.3429	8.0776
O	3.9621	6.9606	24.4248
O	9.3174	1.4651	24.328
O	2.1368	8.5932	8.5166
O	1.1164	4.3874	8.8054
O	8.9266	0.7919	7.4045
O	8.4334	7.8369	7.8712
O	6.0062	0.2944	10.7128
O	4.2766	9.4447	9.7528
O	7.1759	3.3376	9.0057
O	10.5867	6.5984	9.062
O	1.8414	1.8809	23.1513
O	5.3722	0.0125	23.3617
O	7.2526	3.113	23.4361
O	12.0826	4.1137	24.3383
O	10.7171	6.2963	23.7147
O	1.904	8.6781	23.889
O	6.1468	5.8436	23.4542
O	-0.0445	10.5281	23.5588
Si	3.9112	6.5652	11.9337
Si	10.9429	2.2709	13.669
Si	4.5132	-6.6091	19.9882
Si	5.2231	0.5512	21.825
Si	6.8945	-3.9446	22.5382
Si	12.5466	-0.281	14.9334
Si	2.1551	11.9558	21.8095
Si	10.0886	4.4019	18.29
Si	1.7179	4.463	12.2395
Si	2.7163	6.826	20.5373
Si	6.4638	-1.7335	17.859
Si	7.2428	10.1716	10.6315
Si	6.5069	4.6748	15.1068
Si	3.4948	-2.8704	9.2787
Si	4.6351	11.0339	9.8554
Si	1.4561	6.4913	17.6956
Si	3.815	-8.6857	11.6435
Si	5.979	-2.2077	12.9728
Si	5.964	4.3594	11.9551
Si	8.7992	5.2523	20.7178
Si	13.976	2.3933	18.2153
Si	9.4033	1.4983	10.8971
Si	7.7314	7.5516	15.4234
Si	9.0599	0.0647	17.7128
Si	4.2026	0.219	13.878
Si	4.0783	4.894	17.1207
Si	-2.1897	13.6368	15.9354
Si	11.23	1.7984	19.2904
Si	14.9607	0.0221	16.7684
Si	11.1269	6.7472	22.2025
Si	6.9153	3.1101	21.8022
Si	10.9459	5.1345	9.7284
Si	-0.3524	8.6725	16.1112
Si	0.93	-1.4825	22.8455
Si	5.1797	8.6734	20.5537
Si	8.2437	3.4714	10.2635
O	3.6963	5.5445	20.6572
O	9.9653	-1.1602	17.135
O	7.5026	4.3611	11.4253
O	0.8921	1.1465	14.495
O	-1.2997	-8.2793	14.5701
O	1.9235	10.3375	21.9046
O	11.4119	-1.4492	14.9544
O	3.1399	7.2635	10.668
O	2.5923	3.3099	11.4781
O	0.6371	5.1827	11.234
O	4.992	-6.0581	18.5055
O	5.6836	3.9529	21.0697
O	0.4261	5.2332	17.7273
O	1.7349	6.9261	19.239
O	-0.0378	8.3764	22.0654
O	6.0234	4.4614	13.5708
O	14.5608	-2.7539	20.4617
O	5.1317	15.9714	15.9063
O	3.7613	1.2487	21.5858
O	0.8923	3.652	13.4172
O	8.2914	3.7383	21.15
O	8.9563	5.2972	19.082
O	18.0235	30.0055	16.8035
O	3.9562	1.6394	13.1405
O	2.922	-4.8666	17.0573
O	7.2	9.6453	9.0968
O	5.1059	5.6104	11.3558
O	8.6114	0.0472	11.0247
O	3.5182	11.9477	10.6202
O	15.5871	0.6344	15.393
O	3.2698	14.4098	17.0114
O	4.8449	11.6551	8.3737
O	-2.2564	12.1298	16.5775
O	9.4273	3.7021	17.0014
O	7.2575	3.2997	15.6015
O	6.9304	-2.0253	11.6413
O	13.3757	10.6161	16.3838
O	7.7194	6.3081	21.3201
O	6.9743	8.263	14.168
O	-0.6768	5.7607	21.2431
O	11.9985	1.4825	20.6888
O	5.0377	-1.1608	17.2601
O	7.6123	-0.5801	18.1929
O	1.4866	1.881	18.1692
O	6.0568	8.367	19.2071
O	5.3642	-0.729	13.2734
O	6.4765	1.561	21.4805
O	12.7127	-4.3419	21.8497
O	3.4735	3.0993	19.6341
O	2.7801	-0.607	13.8348
O	4.706	-3.247	12.8321
O	10.3726	1.6991	12.226
O	5.2927	-0.6642	20.761
O	7.5339	5.9355	15.2891
O	9.3485	-3.0924	15.4224
O	-5.1603	7.938	21.8619
O	14.9453	1.1042	17.9819
O	10.0149	0.7554	18.881
O	10.5809	3.2907	19.3841
O	2.7719	5.6548	12.7352
O	9.5274	4.3392	9.7264
O	10.3658	1.5014	9.5526
O	11.6563	-3.2475	16.8688
O	5.234	3.0148	11.3903

Results
free energy: -133977.755 eV
free energy less fixed offsets of O -569.03, Si -635.61 eV per atom: -2.595 eV

Forces (eV/angstrom), in the order of the atoms: element, x, y, z
Si	-0.0072	-0.0309	0.0178
Si	0.0328	-0.0006	-0.0432
Si	0.012	0.0138	0.0575
Si	0.0146	-0.0181	-0.0134
Si	0.0233	0.0298	-0.043
Si	-0.0006	0.0461	-0.0152
Si	-0.0059	-0.0195	-0.0515
Si	-0.025	0.025	-0.0315
Si	0.0252	0.0307	-0.0196
Si	0.0438	0.0209	-0.0014
Si	-0.0477	-0.024	-0.0075
Si	0.006	-0.0304	0.008
Si	-0.0296	0.0332	0.0026
Si	-0.0359	-0.0355	-0.0322
Si	0.0146	-0.0529	0.0243
Si	0.0198	0.0765	-0.01
Si	-0.0213	0.0169	0.0318
Si	-0.0305	-0.0085	-0.0235
Si	-0.0021	-0.0102	-0.0095
Si	-0.0294	0.0108	0.0524
Si	0.0238	-0.0205	0.0089
Si	0.0279	-0.0137	0.0232
Si	-0.0072	-0.0092	0.0027
Si	0.0047	0.0053	-0.0289
Si	-0.274	0.2799	-0.3883
Si	-0.1692	0.1937	0.148
Si	-0.0758	-0.1196	-0.0924
Si	-0.044	0.0296	-0.2522
Si	-0.1834	-0.2465	0.375
Si	-0.1739	0.048	-0.1058
Si	-0.1623	0.1635	-0.3312
Si	-0.1614	0.3101	0.5899
Si	0.0993	0.0172	-0.0227
Si	0.1106	-0.0687	0.0228
Si	-0.0815	-0.1549	0.0057
Si	-0.0243	-0.0876	0.0149
Si	0.1104	0.0814	-0.0417
Si	0.029	0.0375	0.0056
Si	-0.1044	-0.189	0.0003
Si	-0.0182	-0.0769	0.0025
Si	0.0145	0.0142	0.0222
Si	-0.0427	0.1069	0.0018
Si	-0.0544	0.0778	0.0019
Si	-0.0064	-0.0139	-0.0224
Si	-0.0811	0.0351	0.0147
Si	0.0042	0.0168	0.0226
Si	0.003	0.0754	-0.0178
Si	-0.0739	0.0383	-0.003
Si	-0.0062	-0.0707	-0.0037
Si	-0.0526	-0.0054	-0.0319
Si	0.0499	-0.0498	0.0052
Si	0.0689	-0.1144	0.0176
Si	0.0284	0.03	-0.0109
Si	0.0506	-0.0357	0.0014
Si	0.1273	-0.077	0.026
Si	-0.0107	-0.0396	0.0052
Si	-0.0254	0.071	0.0208
Si	-0.0464	0.0339	-0.0379
Si	-0.077	0.0106	-0.0267
Si	0.0272	0.1735	0.0991
Si	-0.0303	-0.0035	-0.0974
Si	-0.154	0.0073	0.1173
Si	-0.0521	0.1043	0.0289
Si	0.174	0.1419	-0.1096
Si	-0.0215	-0.2154	-0.3066
Si	0.2457	-0.1253	0.0649
Si	0.1764	0.0342	-0.0828
Si	0.433	-0.3375	0.529
Si	0.2183	-0.6369	0.6252
Si	-0.2004	0.1614	-0.5303
Si	0.3758	-0.1907	0.1425
Si	0.0062	0.6327	-0.5678
Si	0.01	-0.0139	0.0322
Si	0.0128	0.008	-0.0171
Si	-0.0036	0.0053	0.0015
Si	-0.0036	-0.0226	0.0624
Si	0.0006	0.0004	0.0037
Si	0.0545	-0.0442	0.1189
Si	0.0103	-0.0229	0.0344
Si	-0.0145	0.0574	-0.0225
Si	0.0036	-0.0039	-0.032
Si	0.0466	0.0179	0.0158
Si	-0.0077	-0.026	-0.0047
Si	-0.0282	-0.0241	-0.0092
Si	-0.005	-0.0048	0.0288
Si	-0.0271	-0.0137	-0.0479
Si	0.02	-0.0262	0.0252
Si	0.0004	0.0125	-0.0014
Si	0.0096	0.0284	0.026
Si	-0.0037	-0.0078	-0.0628
Si	0.0035	0.0002	0.0102
Si	0.0555	0.0583	0.0217
Si	0.0152	-0.0224	0.0002
Si	-0.0187	-0.0063	0.0211
Si	-0.0523	-0.0012	0.0288
Si	-0.0181	-0.0282	-0.0141
O	0.0098	0.0125	-0.0557
O	-0.0266	-0.0193	-0.0039
O	-0.008	-0.0036	0.0108
O	-0.0721	0.0589	-0.0627
O	-0.0278	0.0137	0.0019
O	0.0052	-0.0054	0.0168
O	0.0164	-0.0136	-0.0167
O	-0.0177	0.0283	-0.0292
O	0.0114	0.0129	-0.0018
O	-0.0116	0.007	0.004
O	-0.0084	-0.0049	0.0758
O	0.0202	-0.0039	0.0156
O	-0.0045	-0.029	-0.0121
O	-0.006	-0.001	-0.0158
O	0.0051	0.0122	0.0123
O	-0.005	-0.0213	-0.0119
O	0.0071	0.0041	0.006
O	0.0026	-0.0032	0.0072
O	0.0082	-0.0161	-0.0021
O	0.0045	-0.0041	-0.007
O	0.0129	-0.0101	-0.0162
O	0.005	0.0046	0.0154
O	-0.003	0.0315	0.0085
O	0.0153	-0.0267	-0.0129
Si	-0.0018	-0.0047	0.0048
Si	-0.0005	0.0005	-0.0032
Si	-0.0023	0.0006	-0.0082
Si	-0.0028	0.0068	-0.0277
Si	0.0008	-0.0092	-0.0158
Si	-0.0032	0	-0.0028
Si	-0.0094	-0.0011	-0.0039
Si	-0.0007	-0.0004	0.0001
Si	-0.0051	0.002	0.0004
Si	-0.0091	0.0022	0.002
Si	0.0009	-0.0019	-0.0018
Si	0.0064	0.0027	0.0045
Si	0	-0.0031	-0.002
Si	0.0006	0.0029	0.0242
Si	0.0033	0.0164	-0.0018
Si	0.001	0.0047	-0.0035
Si	-0.0009	-0.0025	-0.0022
Si	0.0041	0.0014	-0.0001
Si	0.0049	-0.0048	-0.0032
Si	0.0062	-0.0008	-0.0059
Si	-0.0007	-0.0047	-0.0041
Si	0.003	0	-0.0006
Si	0.0049	-0.0028	-0.0014
Si	-0.0006	0.0011	-0.0002
Si	0.0019	0.0027	-0.0009
Si	0.0024	0.0028	-0.0069
Si	-0.0022	-0.0037	-0.0071
Si	-0.0002	-0.0023	-0.0019
Si	0.0028	-0.0006	0
Si	0.0027	0.0037	0.0098
Si	0.0101	-0.0001	-0.0062
Si	-0.0095	-0.004	0.0004
Si	0.0051	-0.0024	-0.0075
Si	-0.007	0.0007	0.0017
Si	-0.0042	-0.0025	-0.0134
Si	0.0112	0.0061	-0.0028
O	0.0103	-0.0072	-0.0174
O	-0.0053	-0.0016	-0.0083
O	-0.0204	-0.0121	-0.0131
O	-0.0081	-0.0033	-0.0118
O	0.008	-0.0085	0.0117
O	0.0002	0.008	0.0127
O	0.0083	0.0059	0.0246
O	0.0196	0.0052	0.0013
O	0.007	0.0079	0.0201
O	0.0104	-0.0171	-0.0003
O	-0.0229	-0.0135	-0.0037
O	0.0011	-0.0015	-0.0003
O	0.0006	0.009	0.0123
O	0.0052	-0.0121	-0.0044
O	0.0165	-0.004	0.0214
O	0.0105	-0.0008	-0.0095
O	0.0201	-0.0076	0.0039
O	0.0031	-0.0048	0.0132
O	0.0208	-0.015	0.0126
O	-0.0075	-0.02	-0.0162
O	-0.0172	0.0221	0.0036
O	0.01	-0.0183	0.0083
O	0.0038	0.0107	-0.0062
O	-0.0081	-0.0143	-0.016
O	-0.0062	-0.0149	0.0154
O	0.0085	0.0155	0.016
O	-0.0084	-0.0002	0.0217
O	-0.0054	0.0041	-0.0097
O	0.0247	0.005	0.0068
O	-0.0152	-0.0239	0.0058
O	0.016	0.0026	0.0355
O	-0.017	-0.0118	0.0236
O	0.0142	0.0084	0.0131
O	-0.0015	-0.0155	0.0089
O	0.0145	0.0144	-0.0053
O	-0.0124	0.0235	-0.0032
O	0.0102	0.0019	-0.0121
O	-0.0018	-0.0107	0.0221
O	-0.0068	-0.006	0.0037
O	-0.005	0.0005	0.0033
O	-0.0013	0.0056	-0.002
O	0.0139	-0.0004	0.002
O	0.0041	-0.0193	-0.0186
O	0.0085	0.0111	0.0177
O	-0.006	0.0147	0.0047
O	-0.0085	-0.0145	0.0083
O	-0.0174	-0.013	0.0231
O	-0.0177	-0.0012	-0.0139
O	0.0091	0.0097	-0.0167
O	0.01	0.0242	0.0206
O	0.0087	0.0064	-0.0081
O	-0.0007	0.0053	0.0075
O	0.0001	-0.0078	0.028
O	-0.0193	0.0054	-0.0015
O	-0.0068	0.012	0.0208
O	0.0145	-0.0041	0.0024
O	-0.0211	0.0121	-0.0174
O	0.0068	0.0138	-0.0125
O	0.0068	-0.0064	-0.025
O	0.0084	-0.0068	-0.0329
O	0.0084	0.0037	0.0219
O	-0.0174	-0.013	0.0053
O	-0.0085	-0.0056	0.0051
O	-0.0084	0.0195	0.0114

The program warned: the cutoff lies below the one the program advises for these potential files; the exchange-correlation potential is rough where the density is thin.
